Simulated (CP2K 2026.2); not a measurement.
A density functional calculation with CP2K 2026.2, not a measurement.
Periodic cell of 513 atoms, Si351O162, from a study of silicon, its oxide and their interface. The atomic structure is a simulated model.
Doubt: the forces sum to 2.52 eV/angstrom along one axis rather than to zero, so they err by at least 0.0049 eV/angstrom per atom on average; the grid cutoff is modest.

Settings
functional: PBE
method: Gaussian and plane waves
basis set: DZVP-MOLOPT-SR-GTH
pseudopotentials: GTH-PBE
grid cutoff: 350 Ry, relative cutoff 50 Ry
k points: Gamma only
occupations: fixed
spin: none
net charge: 0

Cell vectors (angstrom)
a 16.407 0 0
b 0 16.407 0
c 0.8534 0.216 34.2712

Atoms and the computed forces on them: element, x, y, z (angstrom), force x, y, z (eV/angstrom)
Si 0.634 16.335 0.041 -0.099 0.02 0.165
Si 3.666 3.463 34.249 0.046 -0.097 0.2
Si 0.476 5.384 0.128 -0.065 0.026 0.219
Si 3.201 7.991 0.186 -0.081 0.108 0.151
Si 16.383 11.371 0.066 0.041 -0.104 0.198
Si 3.467 14.057 34.269 0.123 -0.053 0.185
Si 5.951 16.09 0.058 -0.008 0.05 0.186
Si 8.829 2.636 0.109 -0.111 0.032 0.188
Si 5.549 5.775 0.351 0.068 -0.085 0.167
Si 9.062 8.541 34.061 0.127 -0.125 0.207
Si 6.799 10.882 34.022 -0.087 0.125 0.168
Si 8.323 14.036 0.156 -0.02 -0.091 0.198
Si 10.911 0.285 0.247 0.073 -0.012 0.217
Si 13.685 3.063 0.173 0.05 -0.084 0.196
Si 11.369 5.217 0.245 -0.051 0.121 0.186
Si 13.641 8.575 0.077 0.032 -0.047 0.251
Si 11.335 10.663 0.194 0.02 0.072 0.2
Si 14.96 13.815 34.249 -0.068 0.067 0.217
Si 1.773 1.513 1.319 -0.007 0.006 -0.043
Si 4.308 4.203 1.513 -0.006 0.019 -0.059
Si 1.602 6.906 1.502 0.007 -0.011 -0.058
Si 4.354 9.715 1.284 0.007 -0.025 -0.047
Si 1.5 12.441 1.503 -0.005 0.006 -0.063
Si 4.343 14.934 1.312 -0.01 0.012 -0.032
Si 7.062 1.459 1.244 0.013 -0.017 -0.031
Si 9.872 4.09 1.632 0.011 0.004 -0.058
Si 7.198 6.933 1.45 -0.032 0.008 -0.068
Si 9.775 9.41 1.355 0.002 0.021 -0.036
Si 7.079 12.296 1.178 0.019 0 -0.034
Si 9.751 15.185 1.593 0.001 0.009 -0.061
Si 12.547 1.457 1.472 -0.01 0 -0.065
Si 15.327 4.176 1.421 0.001 0.004 -0.05
Si 12.529 6.928 1.38 0 -0.015 -0.037
Si 15.266 9.707 1.344 -0.021 0.007 -0.057
Si 12.509 12.416 1.313 -0.005 -0.017 -0.05
Si 15.325 15.178 1.286 0.003 -0.003 -0.039
Si 0.309 2.78 2.739 -0.007 -0.005 0.009
Si 3.073 0.057 2.683 0 0.003 0.011
Si 0.211 8.331 2.747 -0.002 0 0.008
Si 2.971 5.57 2.886 -0.001 -0.004 0.038
Si 0.186 13.847 2.814 -0.001 0.006 0.03
Si 2.977 11.038 2.707 0.006 -0.002 0.012
Si 5.726 2.773 2.723 0 -0.002 0.006
Si 8.361 0.173 2.83 0.002 -0.004 0.016
Si 5.737 8.341 2.727 0.01 0.006 0.023
Si 8.485 5.536 2.842 0 0.003 0.012
Si 5.719 13.607 2.684 -0.011 0.001 0.008
Si 8.446 10.949 2.627 0.001 0.003 0.004
Si 11.239 2.758 2.951 0.001 -0.006 0.027
Si 13.959 0.069 2.729 -0.003 0 0.011
Si 11.143 8.181 2.814 0.001 -0.011 0.006
Si 13.947 5.578 2.756 0.007 0.005 0.012
Si 11.186 13.744 2.764 0.008 -0.004 0.012
Si 13.895 11.074 2.738 0.005 0.008 0.016
Si 1.605 4.158 4.171 0.006 0.01 -0.001
Si 4.392 1.401 4.116 -0.003 -0.004 -0.003
Si 1.623 9.668 4.096 0 -0.002 0.005
Si 4.386 6.964 4.144 -0.008 -0.002 -0.01
Si 1.641 15.177 4.106 -0.011 -0.006 -0.004
Si 4.346 12.348 4.124 0.011 0.008 -0.006
Si 7.064 4.162 4.129 0.001 0.001 0.002
Si 9.79 1.433 4.236 0.005 0.001 0
Si 7.093 9.674 4.108 -0.008 -0.003 -0.007
Si 9.831 6.863 4.233 0.011 0.005 -0.004
Si 7.03 15.075 4.083 0.006 0.013 -0.002
Si 9.797 12.333 4.057 -0.001 -0.001 0.005
Si 12.612 4.207 4.186 -0.009 -0.011 0.003
Si 15.326 1.433 4.113 0.006 0.004 -0.003
Si 12.529 9.651 4.09 0.004 0.008 -0.006
Si 15.285 6.945 4.138 -0.008 -0.008 -0.002
Si 12.576 15.112 4.111 -0.004 0.002 0.005
Si 15.254 12.42 4.145 -0.003 -0.002 -0.007
Si 0.273 0.091 5.507 -0.002 0.001 -0.003
Si 3.003 2.784 5.49 -0.001 -0.002 -0.001
Si 0.241 5.552 5.508 -0.002 0 -0.001
Si 2.986 8.307 5.493 0.001 -0.001 0
Si 0.251 11.039 5.471 0.002 0.005 -0.002
Si 2.986 13.765 5.464 0.002 -0.001 -0.004
Si 5.714 16.441 5.505 -0.005 0 -0.002
Si 8.435 2.833 5.547 0.001 0.005 -0.001
Si 5.719 5.554 5.5 0.001 0 0.001
Si 8.442 8.291 5.503 -0.002 -0.001 -0.002
Si 5.721 11.006 5.502 0 -0.002 -0.003
Si 8.446 13.726 5.44 -0.002 0 -0.005
Si 11.196 0.041 5.516 -0.003 -0.002 0.002
Si 13.97 2.806 5.507 0.003 0 -0.002
Si 11.216 5.524 5.571 -0.002 0.001 -0.001
Si 13.903 8.303 5.49 0.001 -0.003 -0.003
Si 11.165 11.007 5.473 0.002 -0.003 -0.004
Si 13.904 13.763 5.525 0.001 -0.002 0.002
Si 1.627 1.45 6.882 -0.002 0 0.001
Si 4.351 4.177 6.859 -0.002 -0.001 -0.003
Si 1.626 6.921 6.858 0.001 -0.003 -0.003
Si 4.353 9.654 6.877 0 -0.001 0.001
Si 1.619 12.401 6.846 -0.003 0.002 -0.004
Si 4.335 15.108 6.875 0.001 0.001 0
Si 7.077 1.424 6.872 0.003 0 -0.003
Si 9.821 4.175 6.915 0 -0.001 0.002
Si 7.087 6.917 6.875 -0.001 0.001 -0.001
Si 9.814 9.649 6.868 0.001 0.001 -0.001
Si 7.087 12.386 6.853 -0.002 0.001 -0.001
Si 9.818 15.073 6.854 0.002 -0.001 -0.002
Si 12.569 1.438 6.861 -0.001 0.002 -0.002
Si 15.302 4.181 6.892 0 0.002 0.001
Si 12.564 6.933 6.894 -0.002 -0.003 0
Si 15.29 9.665 6.847 -0.002 0 -0.004
Si 12.529 12.38 6.86 -0.002 0 0.002
Si 15.299 15.125 6.869 0.002 -0.001 0.002
Si 0.261 2.814 8.256 -0.001 0.001 0.001
Si 2.977 0.073 8.247 0 0.001 0.001
Si 0.251 8.29 8.217 0.002 -0.001 -0.003
Si 2.987 5.548 8.236 -0.001 -0.001 0.001
Si 0.252 13.755 8.235 0.002 0 0
Si 2.987 11.037 8.225 0 0 -0.001
Si 5.712 2.807 8.233 0.001 -0.001 -0.003
Si 8.463 0.059 8.221 0.001 -0.001 -0.002
Si 5.716 8.281 8.247 0 -0.003 0.002
Si 8.455 5.563 8.256 0.001 -0.001 0.002
Si 5.721 13.748 8.226 -0.002 -0.001 -0.001
Si 8.45 11.017 8.237 0.001 0 -0.001
Si 11.198 2.794 8.245 0.001 0 0
Si 13.929 0.076 8.244 -0.002 0.001 -0.002
Si 11.183 8.294 8.247 -0.002 -0.002 0
Si 13.926 5.549 8.247 0.001 0.001 0
Si 11.175 13.73 8.25 -0.001 -0.001 0.003
Si 13.917 11.025 8.223 0.002 -0.001 -0.001
Si 1.621 4.185 9.614 0.001 -0.002 0
Si 4.346 1.446 9.605 -0.002 0.002 -0.003
Si 1.616 9.663 9.584 -0.001 -0.001 -0.001
Si 4.355 6.915 9.616 0.001 -0.001 -0.001
Si 1.611 15.118 9.615 -0.002 0 0.001
Si 4.358 12.392 9.603 0.001 0 0
Si 7.083 4.178 9.602 -0.002 -0.001 -0.001
Si 9.829 1.424 9.6 0.001 0 0
Si 7.084 9.654 9.618 0 0 -0.001
Si 9.82 6.93 9.621 -0.001 0.001 0.002
Si 7.092 15.111 9.591 0.001 0.002 -0.002
Si 9.818 12.365 9.623 0 -0.002 0.001
Si 12.554 4.179 9.61 0 -0.001 0.001
Si 15.29 1.441 9.622 -0.001 -0.001 -0.001
Si 12.554 9.663 9.603 -0.001 -0.002 -0.001
Si 15.296 6.923 9.596 0.001 -0.002 -0.002
Si 12.553 15.11 9.608 0.001 0 0.001
Si 15.284 12.389 9.599 -0.002 0 0.001
Si 16.649 16.471 10.998 0.001 0.001 0
Si 2.981 2.81 10.98 0.001 -0.002 0.001
Si 16.651 5.553 10.968 -0.001 0.001 -0.001
Si 2.983 8.306 10.962 -0.002 -0.001 -0.001
Si 16.657 11.021 10.962 0.002 -0.001 0
Si 2.993 13.759 10.971 0.001 0 0.001
Si 5.726 0.075 10.952 0.001 0 -0.001
Si 8.459 2.805 10.956 0.002 0 -0.001
Si 5.729 5.547 10.985 0.001 -0.003 0.001
Si 8.46 8.296 10.997 -0.002 -0.002 0.001
Si 5.72 11.034 10.986 -0.003 -0.001 0.002
Si 8.449 13.742 10.97 -0.002 -0.002 -0.001
Si 11.183 16.471 10.984 -0.001 0.003 0.001
Si 13.91 2.806 10.985 0 0.001 0.001
Si 11.189 5.554 10.973 0 -0.001 0.002
Si 13.927 8.293 10.955 0.002 -0.001 -0.001
Si 11.195 11.012 11.001 0.002 -0.003 0.004
Si 13.916 13.742 10.988 0 0 0.003
Si 1.617 1.437 12.354 -0.004 -0.003 0.001
Si 4.353 4.176 12.34 -0.002 -0.002 0.001
Si 1.605 6.94 12.312 0.003 -0.001 -0.001
Si 4.341 9.678 12.349 0.003 -0.002 0.001
Si 1.623 12.388 12.327 0 0.001 -0.001
Si 4.37 15.124 12.333 0.001 0.005 0
Si 7.1 1.427 12.317 -0.002 0.004 -0.001
Si 9.818 4.179 12.327 -0.002 0.002 -0.001
Si 7.1 6.919 12.363 0 0 0
Si 9.829 9.654 12.382 -0.003 -0.003 0.003
Si 7.091 12.401 12.364 0.004 0.001 0.003
Si 9.818 15.091 12.342 0.001 -0.003 -0.002
Si 12.537 1.437 12.363 0.001 -0.001 0.003
Si 15.277 4.184 12.337 0.002 -0.004 0.001
Si 12.561 6.935 12.324 0.004 0.003 0
Si 15.281 9.662 12.329 -0.001 -0.001 0.003
Si 12.558 12.378 12.38 -0.001 -0.003 0.004
Si 15.28 15.096 12.373 -0.004 -0.001 0
Si 16.636 2.807 13.701 0.003 0.001 0.001
Si 3.005 16.472 13.709 0.002 0.001 0.001
Si 16.644 8.298 13.686 0 -0.005 -0.001
Si 2.974 5.581 13.664 -0.004 -0.001 -0.003
Si 16.664 13.71 13.726 0.003 0 0.001
Si 2.978 11.057 13.732 -0.004 0.002 0.005
Si 5.735 2.788 13.677 0.003 -0.002 0.001
Si 8.441 16.447 13.694 0.005 -0.001 -0.004
Si 5.728 8.319 13.699 -0.004 -0.002 0.001
Si 8.488 5.546 13.726 0 0 0.004
Si 5.725 13.777 13.732 -0.002 0.001 0.001
Si 8.47 11.049 13.742 -0.005 -0.003 0.004
Si 11.15 2.812 13.718 -0.005 0.006 0.002
Si 13.893 16.459 13.733 0.001 0 0.005
Si 11.222 8.286 13.734 0.004 -0.002 0.002
Si 13.905 5.564 13.691 0.001 -0.001 0.001
Si 11.171 13.741 13.741 -0.002 -0.003 0.003
Si 13.94 11.007 13.745 0.002 -0.001 0.005
Si 1.602 4.215 15.014 0.001 -0.003 0.005
Si 4.388 1.428 15.07 0.001 0.002 0.003
Si 1.573 9.683 15.059 0.005 -0.004 0.002
Si 4.333 6.959 15.026 -0.003 0 -0.002
Si 1.646 15.078 15.059 0.003 -0.001 -0.006
Si 4.361 12.431 15.11 0.006 0.009 0
Si 7.097 4.149 15.039 0.003 -0.003 0.001
Si 9.785 1.394 15.06 -0.005 -0.006 -0.008
Si 7.089 9.691 15.086 -0.001 -0.003 0.002
Si 9.884 6.905 15.109 0.002 0.005 0
Si 7.091 15.126 15.13 0.006 -0.001 0.006
Si 9.824 12.399 15.161 0.002 -0.003 0.008
Si 12.513 4.217 15.054 0.005 -0.003 0.002
Si 15.265 1.429 15.075 -0.007 -0.002 -0.002
Si 12.564 9.664 15.134 0.001 -0.002 0.008
Si 15.268 6.94 15.049 -0.001 0.006 0.009
Si 12.535 15.081 15.126 -0.004 -0.005 -0.001
Si 15.33 12.333 15.139 -0.001 0.003 0.004
Si 16.677 16.44 16.376 0.013 0.003 -0.004
Si 3.022 2.875 16.327 0.001 0.002 0.002
Si 16.633 5.572 16.385 0.002 -0.007 0.001
Si 2.971 8.358 16.381 -0.009 -0.003 0.001
Si 16.65 10.938 16.576 0.005 -0.002 -0.001
Si 2.978 13.754 16.519 -0.005 0 0.006
Si 5.709 16.466 16.522 -0.002 0 0.003
Si 8.375 2.7 16.426 0.014 0.002 -0.003
Si 5.733 5.581 16.318 -0.01 -0.001 0
Si 8.533 8.349 16.393 0.001 -0.007 0
Si 5.737 11.075 16.474 -0.005 0 0.003
Si 8.433 13.762 16.542 -0.008 -0.004 0.005
Si 11.143 16.466 16.467 0 0.001 0.001
Si 13.854 2.831 16.38 -0.001 0.006 -0.001
Si 11.208 5.526 16.553 0 -0.001 -0.003
Si 13.925 8.269 16.483 -0.001 -0.007 0.011
Si 11.233 11.058 16.536 -0.002 0.001 0.007
Si 13.942 13.7 16.466 0.003 0.006 0.001
Si 1.659 1.474 17.612 0.018 -0.007 -0.029
Si 4.362 4.272 17.697 0.003 0 -0.018
Si 1.579 7.003 17.695 0.02 -0.005 -0.007
Si 4.327 9.719 17.779 -0.002 -0.012 -0.005
Si 1.689 12.296 17.894 -0.01 0.012 -0.007
Si 4.329 15.131 17.926 -0.004 0 -0.012
Si 6.999 1.448 17.951 -0.001 0.008 -0.003
Si 9.786 3.991 17.745 -0.013 -0.014 -0.013
Si 7.157 6.924 17.617 0.01 0.003 -0.021
Si 9.833 9.703 17.868 -0.006 -0.007 -0.007
Si 7.064 12.403 17.948 0.007 -0.002 -0.004
Si 9.791 15.147 17.911 0.003 -0.004 -0.013
Si 12.506 1.474 17.772 0.002 -0.005 0.001
Si 15.218 4.205 17.708 -0.011 -0.012 -0.01
Si 12.623 6.94 17.937 0.008 0.015 -0.011
Si 15.235 9.549 17.985 -0.008 -0.005 -0.009
Si 12.652 12.364 17.957 -0.001 0.012 -0.012
Si 15.346 15.058 17.77 0.005 -0.002 -0.024
Si 16.691 2.859 18.895 -0.004 -0.004 0.055
Si 2.974 0.265 19.138 -0.034 0.01 0.064
Si 16.673 8.143 19.285 0.005 0.015 0.048
Si 3.019 5.734 18.98 0.009 0.002 0.052
Si 16.624 13.585 19.178 0.015 0.016 0.051
Si 3.043 10.961 19.382 -0.001 -0.022 0.05
Si 5.582 2.944 19.224 -0.016 0.031 0.074
Si 8.341 16.421 19.339 -0.003 -0.002 0.053
Si 5.839 8.358 18.908 -0.004 0.003 0.064
Si 8.369 5.401 18.932 0.01 0.003 0.057
Si 5.578 13.664 19.362 0.014 0.001 0.055
Si 8.543 11.101 19.317 -0.006 -0.003 0.047
Si 11.095 2.671 19.255 -0.017 0.015 0.045
Si 14.045 0.212 18.991 0.005 -0.014 0.043
Si 11.166 8.326 19.257 -0.02 -0.019 0.067
Si 14.017 5.501 19.281 -0.004 -0.002 0.043
Si 11.321 13.889 19.22 0.018 -0.022 0.046
Si 13.875 10.868 19.471 0.001 0.018 0.051
Si 1.594 4.317 20.125 0.005 0.02 -0.09
Si 3.781 2.11 20.527 0.064 -0.112 -0.236
Si 1.457 9.702 20.592 0.103 -0.086 -0.244
Si 4.587 6.967 20.248 -0.077 0.017 -0.194
Si 1.409 15.303 20.19 0.076 -0.072 -0.157
Si 4.626 12.009 20.911 -0.166 0.137 -0.157
Si 6.698 4.627 20.453 0.118 -0.141 -0.215
Si 9.644 1.379 20.741 0.101 -0.03 -0.22
Si 6.917 9.787 20.429 0.164 -0.042 -0.219
Si 9.951 6.542 20.148 -0.016 0.112 -0.17
Si 6.839 15.099 20.667 0.11 -0.043 -0.206
Si 10.206 12.343 20.566 -0.102 0.041 -0.179
Si 12.286 4.352 20.392 0.024 -0.063 -0.183
Si 15.699 1.279 20.305 -0.119 0.12 -0.152
Si 12.133 9.803 20.894 0.134 -0.125 -0.207
Si 15.754 6.435 20.695 -0.039 0.01 -0.189
Si 12.904 15.247 20.423 -0.142 0.024 -0.209
Si 15.596 11.961 20.669 -0.082 0.106 -0.213
Si 14.397 13.722 22.594 0.011 0.033 0.052
Si 3.34 8.563 22.752 -0.085 0.017 -0.043
Si 3.986 0.484 27.42 -0.013 0.045 0.015
Si 2.257 15.685 22.979 -0.038 -0.008 0.022
Si 14.907 13.717 28.579 0.013 0.057 0.008
Si 8.519 13.454 22.828 0.006 0.046 0.035
Si 10.657 5.372 23.763 -0.014 0.026 0.063
Si 4.539 11.278 23.936 0.007 0.075 -0.071
Si 9.454 8.962 25.947 0.036 0.029 0.028
Si 16.422 14.587 24.519 -0.042 0.03 -0.008
Si 12.098 14.228 24.637 0.013 0.037 -0.009
Si 16.657 1.736 23.104 -0.04 -0.032 -0.013
Si 1.494 1.879 27.109 -0.041 0.006 0.019
Si 13.275 15.785 27.059 -0.048 0.07 -0.049
Si 15.389 7.119 23.783 0.02 -0.055 0.001
Si 11.065 8.443 23.394 0.055 0.079 0.054
Si 15.534 0.642 25.879 0.019 -0.009 0.008
Si 8.367 7.983 22.424 -0.02 -0.006 -0.05
Si 9.371 13.531 25.525 -0.006 -0.008 0.064
Si 1.573 8.567 26.993 0.048 0.019 0.05
Si 8.472 3.644 22.619 -0.04 -0.024 0.056
Si 11.614 0.329 22.836 0.008 -0.009 -0.011
Si 8.266 6.45 25.135 -0.005 0 0.025
Si 13.42 8.093 28.068 0.002 -0.021 0.01
Si 7.661 11.307 24.698 -0.025 -0.001 0.008
Si 9.492 13.777 28.561 0.027 -0.083 -0.029
Si 12.713 3.256 23.371 -0.02 -0.012 -0.024
Si 1.247 3.837 24.851 -0.03 0.023 0.013
Si 15.133 9.22 25.882 0.041 -0.053 0.049
Si 16.183 12.118 26.207 0.072 0.002 0.092
Si 3.033 2.365 29.458 -0.074 0.086 -0.026
Si 2.006 6.676 24.815 -0.057 -0.012 0.053
Si 14.668 4.475 25.16 0.047 0.044 -0.011
Si 4.308 7.908 31.535 -0.067 0.088 -0.001
Si 2.765 11.304 26.52 0.038 0.019 -0.035
Si 5.015 0.403 22.614 -0.007 0.011 0.006
Si 8.42 16.398 29.615 0.004 0.034 -0.047
Si 9.045 11.262 30.118 -0.036 -0.006 -0.041
Si 6.445 5.779 31.642 0.073 0.046 -0.024
Si 4.128 11.864 29.426 -0.12 0.018 -0.036
Si 2.443 12.348 32.001 0.099 -0.03 -0.018
Si 1.051 0.946 31.309 0.096 0.034 -0.047
Si 10.527 9.009 28.946 0 -0.087 -0.087
Si 16.225 7.326 32.127 0.023 -0.009 0.03
Si 12.326 13.744 30.131 -0.073 0.017 -0.045
Si 13.6 5.172 27.87 0.013 -0.044 -0.012
Si 4.984 3.27 31.284 -0.026 0.084 0.049
Si 8.356 1.603 27.139 0.031 0.018 0.024
Si 7.361 3.725 25.498 -0.029 0.136 -0.019
Si 6.112 1.262 25.289 -0.037 0.03 0.078
Si 4.144 14.855 29.55 -0.054 0.055 0.034
Si 6.248 10.344 31.023 -0.021 0.106 0.078
Si 10.946 0.954 28.478 -0.031 0.042 0.008
Si 12.431 3.333 29.988 -0.019 0.024 0.028
Si 10.555 4.678 32.133 0.002 0.042 0.037
Si 9.09 7.12 31.099 0.008 0.123 0.107
Si 5.972 0.334 31.372 0.008 -0.034 -0.038
Si 10.635 12.515 32.325 -0.009 0.027 0.008
Si 14.866 2.081 31.542 -0.114 0.034 -0.033
Si 1.065 14.46 30.351 0.056 0.025 -0.038
Si 15.589 6.531 29.499 -0.02 -0.045 -0.071
Si 1.652 7.917 29.892 -0.053 -0.047 0.041
Si 13.47 15.672 32.159 0.009 -0.047 0.042
O 1.286 13.408 31.564 -0.069 0.081 0.016
O 2.521 15.346 33.842 0.165 -0.074 -0.057
O 4.478 3.208 32.839 0.241 -0.225 -0.175
O 5.554 1.812 30.894 0.033 0.051 -0.001
O 2.44 4.502 33.847 0.17 -0.177 -0.125
O 17.133 6.388 33.09 0.156 -0.192 -0.22
O 4.461 6.954 0.009 -0.113 -0.101 -0.118
O 6.985 5.506 33.161 -0.021 -0.087 -0.063
O 3.545 8.42 32.893 0.027 -0.086 0.067
O 1.715 11.234 32.966 -0.033 -0.134 0.101
O 3.583 11.537 27.922 0.293 0.057 0.122
O 3.618 13.155 32.859 0.186 -0.029 -0.061
O 7.531 16.492 30.959 0.026 0.133 -0.02
O 5.931 0.298 32.994 0.112 -0.011 -0.114
O 10.718 1.64 33.938 0.045 0.12 -0.142
O 8.11 3.204 26.868 0.015 0.103 0.156
O 4.853 0.631 26.073 -0.151 -0.125 -0.201
O 9.505 3.752 32.996 -0.002 0.014 -0.104
O 9.79 5.655 31.11 0.005 -0.024 -0.226
O 9.355 7.919 32.533 0.088 -0.226 0.125
O 7.958 9.733 33.783 -0.092 -0.038 -0.179
O 6.238 11.167 32.466 -0.014 -0.035 0.023
O 10.176 13.808 33.193 0.022 0.003 -0.157
O 8.029 15.296 33.84 -0.078 0.02 -0.029
O 16.334 2.024 30.84 -0.071 -0.006 -0.049
O 12.32 16.094 33.216 -0.09 -0.026 0.068
O 1.145 0.979 32.935 0.11 0.116 -0.099
O 15.08 2.77 32.993 0.394 0.015 -0.117
O 13.437 4.429 34.054 -0.056 -0.078 -0.1
O 11.407 5.692 33.106 0.109 0.003 -0.207
O 0.813 6.634 29.275 0.021 -0.14 0.099
O 15.18 8.208 32.981 -0.028 0.171 -0.045
O 11.139 11.308 33.272 0.044 0.035 -0.241
O 13.369 9.894 33.836 0.103 -0.142 -0.004
O 14.39 14.496 32.846 0.16 -0.162 -0.282
O 16.036 12.625 33.846 0.18 -0.222 -0.12
O 2.617 3.24 20.893 0.018 -0.118 0.166
O 7.147 5.343 25.564 -0.171 0.112 -0.111
O 2.075 14.803 21.618 0.088 0.012 -0.104
O 3.846 15.869 23.252 -0.108 -0.093 -0.03
O 16.759 10.847 20.977 -0.013 -0.127 0.224
O 1.966 9.126 22.06 0 -0.102 0.106
O 4.167 7.842 21.562 0.026 -0.034 0.119
O 4.168 9.772 23.446 0.122 -0.019 0.231
O 4.378 12.237 22.573 0.023 0.154 -0.002
O 15.183 12.345 22.234 -0.133 0.052 0.183
O 4.33 1.758 22.04 -0.238 0.119 -0.046
O 16.029 15.496 25.806 -0.033 -0.164 -0.052
O 7.157 4.366 22.018 -0.167 0.011 0.147
O 5.589 5.787 20.768 -0.103 -0.089 -0.045
O 10.227 0.466 21.995 -0.241 0 0.185
O 12.678 16.242 21.722 0.104 0.078 0.04
O 7.219 8.934 21.813 -0.176 0.04 0.293
O 5.827 10.895 20.934 -0.044 0.025 -0.179
O 11.218 5.591 20.643 -0.193 0.125 0.127
O 8.884 6.895 21.352 0.125 -0.204 -0.108
O 9.839 13.266 21.893 0.169 0.221 0.057
O 8.089 11.92 23.234 0.13 0.099 -0.346
O 11.198 11.145 21.109 0.09 0.141 -0.148
O 9.947 9.359 27.447 -0.06 0.118 -0.068
O 12.828 3.738 21.822 0.322 -0.175 0.138
O 1.945 2.722 25.798 -0.117 0.002 -0.188
O 15.606 1.858 21.857 -0.318 -0.062 0.013
O 16.574 16.32 20.528 -0.017 -0.079 0.146
O 11.272 6.814 23.285 -0.044 -0.091 0.175
O 12.232 9.151 22.458 0.185 -0.131 0.019
O 0.528 5.283 21.01 -0.059 -0.229 -0.18
O 15.234 7.046 22.152 0.04 0.238 0.062
O 13.911 14.123 21.084 0.265 0.054 -0.129
O 15.424 14.839 23.233 0.21 0.204 -0.245
O 13.121 13.511 23.589 0.056 -0.246 -0.126
O 16.309 13.874 29.385 -0.113 -0.277 0.041
O 15.829 1.255 24.416 -0.278 0.212 -0.013
O 5.764 16.147 21.337 -0.282 -0.029 -0.126
O 5.954 2.899 25.386 -0.288 0.008 -0.239
O 2.384 0.499 27.082 -0.072 0.069 -0.183
O 3.08 7.459 23.902 0.064 -0.009 0.061
O 8.756 14.32 24.209 -0.118 0.18 -0.023
O 14.857 8.526 24.425 0.164 0.121 -0.188
O 1.497 0.717 22.835 0.164 0.218 -0.033
O 15.524 10.759 25.646 -0.228 0.041 -0.384
O 16.187 13.05 24.895 -0.193 0.01 -0.112
O 2.519 14.734 29.66 0.103 -0.194 -0.283
O 8.698 2.436 21.562 -0.156 0.108 0.093
O 12.089 1.755 23.464 0.175 0.092 0.23
O 7.835 7.165 23.728 0.105 -0.143 -0.017
O 6.037 11.216 24.625 -0.011 -0.084 0.033
O 9.659 8.927 22.714 -0.13 0.367 -0.162
O 8.561 7.608 26.222 0.004 -0.11 0.078
O 1.582 14.851 24.192 0.094 -0.049 -0.012
O 8.293 12.337 25.806 0.026 -0.009 0.089
O 10.902 13.172 25.02 -0.076 -0.299 -0.076
O 9.528 14.226 26.982 0.179 0.137 0.008
O 13.951 0.645 26.267 0 0.181 0.026
O 12.88 14.608 26.008 -0.07 -0.161 0.135
O 0.91 3.202 23.39 0.208 0.296 -0.154
O 16.332 1.464 27.036 -0.216 -0.057 0.191
O 14.165 3.345 24.097 0.213 -0.264 -0.184
O 11.486 15.615 24.008 -0.274 0.083 -0.112
O 2.279 5.078 24.73 0.106 -0.014 0.055
O 14.495 5.944 24.478 -0.205 0.109 0.142
O 15.216 12.688 27.369 -0.162 -0.141 -0.07
O 13.645 13.091 29.421 -0.112 -0.175 -0.178
O 1.795 2.755 28.46 0.127 -0.067 -0.116
O 3.569 11.795 25.17 -0.136 -0.013 0.085
O 6.105 0.734 23.76 0.188 0.067 -0.175
O 8.387 9.92 25.146 0.051 -0.187 -0.103
O 3.2 7.776 30.35 0.158 0.125 -0.217
O 1.733 8.897 28.588 0.11 0.137 0.176
O 2.433 9.731 26.25 0.197 -0.076 -0.392
O 9.998 0.427 29.712 -0.075 0.134 0.265
O 7.415 14.224 21.938 -0.236 0.088 0.031
O 11.494 3.688 31.257 -0.157 -0.005 0.246
O 11.808 4.33 24.207 -0.076 0.101 0.21
O 9.681 5.64 25.028 0.074 -0.289 -0.029
O 10.813 8.799 24.996 -0.047 -0.139 0.207
O 10.372 10.374 29.814 0.299 -0.06 0.125
O 12.112 8.649 28.857 -0.085 -0.056 0.307
O 8.863 12.295 28.859 -0.291 0.102 0.017
O 7.769 10.291 30.416 0.014 -0.406 -0.025
O 8.446 14.819 29.236 -0.285 -0.183 -0.089
O 11.027 13.859 29.14 0.137 0.015 -0.158
O 11.97 16.259 27.883 -0.02 -0.301 -0.06
O 14.704 7.863 29.069 0.158 0.195 -0.121
O 13.05 6.639 27.423 0.126 0.107 -0.217
O 17.166 8.336 31.212 0.159 -0.012 -0.092
O 16.238 4.278 25.539 0.062 -0.159 0.052
O 16.392 8.531 26.646 -0.125 0.078 0.074
O 16.941 15.877 30.898 -0.314 -0.008 0.173
O 14.391 15.183 28.082 -0.072 0.243 0.245
O 1.32 12.037 26.728 0.133 0.234 0.19
O 4.459 15.505 28.098 0.116 -0.255 -0.056
O 16.948 6.962 24.178 -0.088 0.199 -0.219
O 13.793 4.292 26.524 0.027 -0.239 0.01
O 6.207 4.308 30.986 0.173 -0.112 0.061
O 2.138 7.158 26.379 -0.165 0.052 0.171
O 3.028 11.653 30.638 -0.119 -0.167 0.115
O 5.58 8.886 31.264 -0.06 0.076 0.124
O 3.721 3.593 30.275 0.103 0.2 -0.17
O 9.969 1.367 27.223 0.222 0.007 0.041
O 8.215 3.247 24.174 0 -0.339 -0.141
O 11.815 2.153 29.083 0.25 -0.049 -0.143
O 7.72 0.995 28.52 -0.174 0.1 0.157
O 4.953 6.425 31.645 0.02 -0.043 -0.142
O 7.5 6.764 30.881 -0.014 0.154 -0.191
O 9.787 4.602 22.61 0.137 -0.198 0.01
O 7.565 0.827 25.926 0.062 0.033 0.046
O 4.74 13.36 29.508 0.305 -0.063 -0.119
O 4.915 15.666 30.74 0.004 -0.084 0.253
O 9.314 12.105 31.48 -0.058 -0.094 0.04
O 5.394 10.938 29.783 0.038 0.045 -0.066
O 2.461 1.305 30.579 0.252 -0.162 0.23
O 13.885 2.904 30.56 0.178 0.195 0.065
O 13.83 9.105 26.859 -0.116 0.201 -0.074
O 9.68 7.879 29.776 0.017 -0.081 -0.016
O 12.558 4.58 28.956 -0.104 0.097 0.023
O 15.057 5.287 28.614 0.277 0.129 0.044
O 12.764 15.179 30.774 -0.141 0.06 -0.163
O 11.909 12.801 31.377 0.029 -0.155 -0.065
O 15.383 6.35 31.113 0 -0.125 -0.147
O 4.189 1.699 28.497 0.286 0.156 0.169
O 14.349 0.565 31.789 0.264 -0.217 -0.041

Results
total energy: -108577.413 eV
total energy less fixed offsets of O -438.35, Si -107.03 eV per atom: 2.817 eV
